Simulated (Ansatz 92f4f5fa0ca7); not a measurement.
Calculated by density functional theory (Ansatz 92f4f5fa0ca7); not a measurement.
Periodic cell of 442 atoms, Si288O154, from a study of silicon, its oxide and their interface. The atomic structure is a simulated model.
Doubt: the cutoff is far below the 930 eV that the study's wrapper takes by default for these files, so forces and energies are approximate.
This geometry differs little from another in the collection (a relaxation step or a small displacement).

Settings
functional: PBE
potential files: Ansatz PAW
basis: plane waves
wave-function cutoff: 580 eV
density cutoff ratio: 5
exchange-correlation grid ratio: 1
k mesh: 1 x 1 x 1, Gamma-centred
self-consistency stop: 5e-08 eV per atom in the density residual
occupations: fixed
spin: none
net charge: 0

Cell vectors (angstrom)
a 15.4687 0 0
b 0 15.4687 0
c 2.0816 6.772 33.8875

Atoms: element, x, y, z (angstrom)
Si 2.0585 7.1044 25.2126
Si 2.0381 10.2622 25.0178
Si 2.0734 14.8791 25.0285
Si 2.1126 2.5854 25.0649
Si 5.7265 6.9958 24.9305
Si 6.0863 11.3445 25.1086
Si 6.0694 13.7906 25.0838
Si 5.844 2.6904 24.6152
Si 9.799 7.1172 25.0702
Si 9.8325 10.2707 25.1316
Si 9.8569 14.8289 25.1001
Si 9.8304 2.514 25.0735
Si -1.8687 7.1333 25.0983
Si -1.7845 10.2777 25.1015
Si -1.8005 14.8807 25.0951
Si -1.8569 2.5671 25.0288
Si 3.9868 6.8326 26.4839
Si 4.0547 10.6961 26.2501
Si 4.0733 14.4727 26.2633
Si 4.0885 2.8866 26.2723
Si 7.7605 6.8016 26.2229
Si 7.907 10.6652 26.4408
Si 7.9147 14.4502 26.4007
Si 7.7631 2.815 26.1753
Si 11.6956 6.8162 26.437
Si 11.7623 10.587 26.4355
Si 11.767 14.5559 26.4465
Si 11.73 2.8519 26.4267
Si 0.0733 6.7971 26.4054
Si 0.1557 10.6118 26.3964
Si 0.1598 14.5474 26.371
Si 0.1218 2.9107 26.3156
Si 4.0493 8.8 27.7481
Si 3.986 12.5802 27.6952
Si 4.0893 16.4217 27.6699
Si 4.0257 4.8115 27.6998
Si 7.8185 8.6728 27.72
Si 7.965 12.569 27.8141
Si 7.8307 16.4367 27.6988
Si 7.8125 4.8076 27.5692
Si 11.7339 8.7013 27.8504
Si 11.7707 12.5689 27.7282
Si 11.7517 16.4451 27.8528
Si 11.7232 4.8313 27.7198
Si 0.1421 8.7081 27.8075
Si 0.1552 12.5837 27.704
Si 0.1636 16.4701 27.7602
Si 0.1199 4.8296 27.709
Si 2.1027 8.7207 29.1117
Si 2.0774 12.5747 29.0958
Si 2.1275 16.4423 29.0725
Si 2.0743 4.8264 29.0723
Si 5.9418 8.7129 29.1305
Si 5.946 12.5726 29.077
Si 5.9495 16.4367 29.1111
Si 5.9537 4.83 29.0673
Si 9.7619 8.7048 29.115
Si 9.874 12.5736 29.1421
Si 9.7721 16.4431 29.1076
Si 9.7562 4.8303 29.0393
Si 13.6836 8.7071 29.1528
Si 13.701 12.5727 29.0882
Si 13.7106 16.4427 29.1395
Si 13.6626 4.8346 29.0894
Si 2.0816 6.772 30.4688
Si 2.0816 10.6391 30.4688
Si 2.0816 14.5063 30.4688
Si 2.0816 2.9048 30.4688
Si 5.9487 6.772 30.4688
Si 5.9487 10.6391 30.4688
Si 5.9487 14.5063 30.4688
Si 5.9487 2.9048 30.4688
Si 9.8159 6.772 30.4688
Si 9.8159 10.6391 30.4688
Si 9.8159 14.5063 30.4688
Si 9.8159 2.9048 30.4688
Si 13.6831 6.772 30.4688
Si 13.6831 10.6391 30.4688
Si 13.6831 14.5063 30.4688
Si 13.6831 2.9048 30.4688
Si 1.9336 0 3.4175
Si 1.9336 3.8672 3.4175
Si 1.9336 7.7343 3.4175
Si 1.9336 -3.8672 3.4175
Si 5.8008 0 3.4175
Si 5.8008 3.8672 3.4175
Si 5.8008 7.7343 3.4175
Si 5.8008 -3.8672 3.4175
Si 9.6679 0 3.4175
Si 9.6679 3.8672 3.4175
Si 9.6679 7.7343 3.4175
Si 9.6679 -3.8672 3.4175
Si -1.9336 0 3.4175
Si -1.9336 3.8672 3.4175
Si -1.9336 7.7343 3.4175
Si -1.9336 -3.8672 3.4175
Si 1.9707 1.9476 4.8121
Si 1.9336 5.7851 4.7693
Si 1.9276 9.6528 4.7975
Si 1.9563 -1.9474 4.7265
Si 5.7689 1.9669 4.7925
Si 5.7815 5.8086 4.8273
Si 5.8043 9.6764 4.7413
Si 5.794 -1.936 4.8052
Si 9.6587 1.9406 4.7949
Si 9.6851 5.812 4.7416
Si 9.656 9.6561 4.8075
Si 9.6698 -1.9344 4.7442
Si -1.9049 1.9195 4.7911
Si -1.9008 5.8158 4.8083
Si -1.9564 9.6481 4.7268
Si -1.9554 -1.9294 4.7983
Si 0.0461 1.8987 6.1692
Si 0.0574 5.7422 6.1913
Si -0.0694 9.5712 6.0934
Si 0.0477 -2.0695 6.0569
Si 3.8773 1.9986 6.2566
Si 3.7976 5.7867 6.208
Si 3.9092 9.6561 6.1173
Si 3.8194 -1.9387 6.1517
Si 7.69 2.0776 6.134
Si 7.7855 5.8941 6.1091
Si 7.684 9.7233 6.1445
Si 7.7766 -1.9 6.1167
Si -3.8527 1.8698 6.1321
Si -3.8748 5.8522 6.1098
Si -3.8355 9.6212 6.1237
Si -3.9276 -1.8832 6.1557
Si 0.083 -0.1455 7.3603
Si 0.0657 3.805 7.6111
Si 0.0578 7.7001 7.5468
Si -0.0436 -4.0078 7.4518
Si 3.8504 0.0075 7.5319
Si 3.8531 3.9271 7.7358
Si 3.8486 7.7536 7.5318
Si 3.7499 -3.914 7.4856
Si 7.7276 0.0978 7.383
Si 7.7746 4.0435 7.5482
Si 7.6876 7.7971 7.5194
Si 7.7102 -3.8182 7.5342
Si -3.9612 0.0097 7.6504
Si -3.8086 3.8654 7.3538
Si -3.8576 7.7341 7.5829
Si -3.8792 -3.8784 7.404
Si 1.9322 -0.2544 8.8709
Si 1.8876 3.9406 9.1787
Si 1.9517 8.4244 8.8498
Si 1.8296 -4.5939 8.7456
Si 5.8429 -0.3582 8.723
Si 5.8769 4.6222 8.8519
Si 5.7617 7.1162 8.7845
Si 5.6848 -3.5408 8.7607
Si -5.9924 0.6039 8.8892
Si -5.6382 3.7918 8.7725
Si -5.855 8.2066 8.8445
Si -5.7585 -4.0837 8.7793
Si -1.8489 -0.4278 8.6128
Si -1.9647 4.0352 8.7973
Si -1.8676 7.2378 8.8364
Si -1.9797 -3.5939 8.7682
Si 1.6584 -3.0272 10.4906
Si 1.5062 2.2501 10.8242
Si 6.2278 4.5041 23.1206
Si 4.0152 6.772 31.836
Si 4.0152 10.6391 31.836
Si 4.0152 14.5063 31.836
Si 4.0152 2.9048 31.836
Si 7.8823 6.772 31.836
Si 7.8823 10.6391 31.836
Si 7.8823 14.5063 31.836
Si 7.8823 2.9048 31.836
Si 11.7495 6.772 31.836
Si 11.7495 10.6391 31.836
Si 11.7495 14.5063 31.836
Si 11.7495 2.9048 31.836
Si 0.148 6.772 31.836
Si 0.148 10.6391 31.836
Si 0.148 14.5063 31.836
Si 0.148 2.9048 31.836
Si 4.0152 8.7056 33.2033
Si 4.0152 12.5727 33.2033
Si 4.0152 0.9712 33.2033
Si 4.0152 4.8384 33.2033
Si 7.8823 8.7056 33.2033
Si 7.8823 12.5727 33.2033
Si 7.8823 0.9712 33.2033
Si 7.8823 4.8384 33.2033
Si 11.7495 8.7056 33.2033
Si 11.7495 12.5727 33.2033
Si 11.7495 0.9712 33.2033
Si 11.7495 4.8384 33.2033
Si 0.148 8.7056 33.2033
Si 0.148 12.5727 33.2033
Si 0.148 0.9712 33.2033
Si 0.148 4.8384 33.2033
Si 0 1.9336 0.683
Si 0 5.8008 0.683
Si 0 -5.8008 0.683
Si 0 -1.9336 0.683
Si 3.8672 1.9336 0.683
Si 3.8672 5.8008 0.683
Si 3.8672 -5.8008 0.683
Si 3.8672 -1.9336 0.683
Si 7.7343 1.9336 0.683
Si 7.7343 5.8008 0.683
Si 7.7343 -5.8008 0.683
Si 7.7343 -1.9336 0.683
Si 11.6015 1.9336 0.683
Si 11.6015 5.8008 0.683
Si 11.6015 -5.8008 0.683
Si 11.6015 -1.9336 0.683
Si 0 0 2.0503
Si 0 3.8672 2.0503
Si 0 7.7343 2.0503
Si 0 -3.8672 2.0503
Si 3.8672 0 2.0503
Si 3.8672 3.8672 2.0503
Si 3.8672 7.7343 2.0503
Si 3.8672 -3.8672 2.0503
Si 7.7343 0 2.0503
Si 7.7343 3.8672 2.0503
Si 7.7343 7.7343 2.0503
Si 7.7343 -3.8672 2.0503
Si 11.6015 0 2.0503
Si 11.6015 3.8672 2.0503
Si 11.6015 7.7343 2.0503
Si 11.6015 -3.8672 2.0503
Si 3.6409 2.6325 13.2301
Si -1.4407 10.776 17.9179
Si -0.1994 7.0875 13.4521
Si 6.4593 3.3087 11.8148
Si 7.9983 5.7764 12.9619
Si 7.432 0.4958 11.1087
Si 8.4865 2.1872 18.429
Si -5.2257 6.121 11.0093
Si 2.0064 4.8856 17.6584
Si 7.8307 -2.068 12.7163
Si -2.1193 12.5629 22.9098
Si -1.5466 1.764 10.8975
Si -2.5883 7.8391 11.6717
Si 2.9048 12.8574 17.5048
Si 1.8197 -2.1041 14.7126
Si 1.741 4.8497 23.0402
Si 1.0908 1.9077 17.6304
Si 1.5908 10.1817 17.4136
Si 3.3266 -4.0263 12.9533
Si 8.0789 6.4469 16.0928
Si 7.9074 -1.5843 15.6607
Si 1.8924 9.0347 14.408
Si 3.9739 6.9736 13.4711
Si 6.2128 8.0856 11.7749
Si -2.6423 -4.5704 11.7328
Si -2.9776 -0.4188 12.4272
Si -4.564 -0.7452 15.1444
Si 1.9592 6.4814 11.2345
Si -4.8707 -2.4764 11.3982
Si 5.2372 14.6596 17.1291
Si 11.316 1.3272 17.4412
Si 2.4285 8.9376 20.0244
Si 1.3549 14.7296 19.4853
Si 4.1149 4.7042 15.363
Si -0.6033 -2.5968 12.6914
Si 8.9296 11.5459 17.56
Si -1.7202 3.3331 17.519
Si 9.2063 4.8627 20.0083
Si 7.7145 8.7415 17.8485
Si -1.4892 4.8622 22.961
Si 2.9404 0.6091 15.4079
Si 2.7319 11.0035 22.2136
Si 5.5635 15.4958 22.6715
Si 6.835 15.2995 19.7785
Si -0.6979 5.7851 16.2333
Si 6.373 4.065 17.3599
Si 5.5293 9.5481 22.9128
Si 2.714 14.1072 22.1828
Si 11.663 12.2923 16.7551
Si 5.5179 8.3064 20.1279
Si 6.0984 -4.4649 11.6734
Si 8.9981 13.1137 20.1993
Si 6.141 5.2496 20.1763
Si 1.7539 5.984 20.3528
Si 9.4514 4.8005 23.029
Si 10.2232 12.5265 22.9184
Si 10.1393 7.0052 18.014
Si -1.3891 5.3634 19.9692
Si -1.2933 13.0753 20.1008
Si 11.6021 14.3956 19.2192
Si -2.2836 7.6973 18.1023
O 1.8755 0.8267 10.1162
O 2.0867 -1.71 9.6153
O 4.7398 5.9514 14.4996
O 0.6782 6.4437 12.2381
O 2.457 2.4992 12.1285
O 2.0157 7.9241 10.4489
O -2.1282 -4.4425 10.1779
O 8.8297 0.065 10.3379
O 6.1103 0.4804 10.1276
O 6.1033 4.0282 10.3959
O 5.611 7.8119 10.2892
O 5.7804 -1.9444 9.2009
O -5.7434 2.2063 9.266
O -3.0526 9.3559 12.072
O -0.5015 2.2362 17.4213
O 9.4424 7.303 10.2124
O -3.9835 -2.2654 15.4069
O 6.5981 -0.7585 16.2064
O -1.8983 -1.986 9.1739
O -2.0017 6.7743 19.4204
O -2.1866 3.0809 10.1544
O -1.9224 5.6291 9.2665
O -1.7162 8.0015 10.2954
O 7.2869 6.9332 12.0889
O -3.8793 -1.1602 11.2488
O 1.6887 9.0248 18.5636
O 9.525 5.6944 12.4085
O 3.1031 -2.9365 14.1372
O -5.7851 -5.6657 9.346
O 7.2572 -0.5911 12.3139
O -2.0006 6.1881 23.7561
O 8.2489 12.8242 16.8335
O -1.7157 7.2864 12.9217
O 2.4349 -5.3418 13.3268
O 4.903 -4.3672 12.7834
O 1.7978 13.0929 16.3155
O -1.4023 0.5277 9.864
O 7.3557 7.8575 16.5121
O 2.8579 7.7278 14.3727
O 5.0415 8.0483 12.9056
O 1.8176 11.0463 23.5708
O 9.1819 12.4766 21.6745
O 5.5451 8.4098 24.0884
O 5.7915 4.3765 21.5285
O -0.0582 13.9161 19.4553
O 2.0776 1.0068 24.5762
O 9.8862 11.2092 23.7959
O 4.0433 8.9121 19.8156
O 6.2957 14.2788 23.4922
O 1.9175 14.051 23.6082
O -3.1573 2.6018 17.3461
O 5.6309 1.3373 23.6534
O 11.7051 15.9541 18.7804
O 6.3671 10.8118 23.5318
O -2.512 1.1264 12.0695
O 3.2897 6.2351 12.1686
O -1.7674 11.2309 23.7685
O 5.6485 15.1332 18.6503
O 0.4158 -2.5165 13.98
O 7.4696 2.0253 11.6816
O -1.8705 13.92 23.7688
O 1.9143 7.5615 20.7378
O 9.9459 13.8925 23.7567
O -1.5519 11.7231 19.2352
O 0.2023 5.586 20.1415
O 9.0912 11.8792 19.144
O 2.0517 8.6521 24.6199
O 10.0451 3.4591 23.7336
O 4.4837 13.1838 17.1629
O -3.6845 12.4851 22.4285
O 2.4906 13.842 18.7283
O 2.3468 5.0403 21.5422
O 2.5568 5.6695 18.9739
O 7.9497 16.3762 19.2744
O 3.7449 1.3542 14.2146
O 4.0402 10.12 22.605
O 6.4894 8.7242 18.9037
O 1.909 -5.8571 15.9227
O 5.5302 -4.4262 10.1448
O 9.9067 4.79 21.4716
O 7.1426 -3.2454 11.8446
O -1.6129 4.4324 16.3062
O 2.2343 6.1227 23.9107
O 2.2789 3.4482 23.6602
O 0.1262 4.8162 23.0167
O -0.2368 6.0452 14.7008
O 2.0171 10.2264 20.9564
O 10.4038 11.2599 16.9106
O 0.0861 10.7986 17.3607
O 9.7517 1.7886 17.4882
O 1.8163 14.8535 21.0417
O 7.9683 10.2652 17.3595
O -1.8122 8.7066 24.5542
O 2.1195 -0.5234 14.5622
O 1.8486 5.3502 10.0753
O 9.6511 6.4934 16.5359
O 7.216 4.3647 12.7953
O 0.5927 5.532 17.1888
O 5.7016 4.4237 18.8225
O 7.743 5.5827 20.114
O 9.7974 8.7028 24.5649
O 9.8266 16.4001 24.5451
O -2.035 3.4952 23.6693
O 7.5612 13.8553 20.0088
O 3.0631 5.2062 16.478
O 9.259 -0.699 15.321
O -1.6243 -1.3123 12.7269
O -2.0176 4.9651 21.4225
O -1.498 7.0922 16.7997
O -1.8136 0.9809 24.5284
O 1.7975 1.4452 16.2269
O 7.3696 5.2688 16.9468
O -1.8438 9.2489 18.3241
O 7.248 2.6967 17.4868
O -0.0436 2.187 11.4068
O 5.5159 5.8156 23.7911
O -5.2385 4.7808 10.0543
O 5.0684 2.8333 12.4998
O 7.9912 6.1828 14.5174
O 6.8716 9.5754 11.87
O 7.4816 -2.3394 14.2817
O 11.5871 7.685 17.8409
O 1.8463 3.3022 18.0532
O -3.9929 -3.7062 11.9996
O 9.0641 8.1236 18.548
O 9.4368 -2.143 12.484
O 10.1911 14.2075 19.9956
O 5.3762 6.6846 20.2486
O -2.5821 14.069 20.1427
O 7.8357 4.7854 23.1722
O 10.1862 5.7398 19.0467
O -1.4681 -3.9934 12.7343
O 3.2917 3.8515 14.2515
O -5.5509 -2.9582 9.9879
O 8.9871 3.3494 19.4539
O 11.6363 13.3715 17.9654
O -1.0828 12.6032 21.646
O 5.2748 3.8697 16.1628
O 0.2875 -2.631 11.3129
O 3.0674 12.5501 21.7709
O 1.2289 16.2033 18.7728
O 6.2538 15.8024 21.2235
O -3.9939 -0.3059 13.6909
O 4.0853 15.6329 16.4902
O 0.4048 8.5338 13.9487
O 2.7306 11.2763 17.8584
O -2.433 11.4087 16.7678
O 9.9992 6.1677 23.7308
O 4.038 15.0276 22.3718
O 6.1222 8.9417 21.5188
O -3.9389 0.36 16.1569
O 2.839 -3.3622 11.5594
O -3.7747 6.7511 11.4045
O -1.6796 4.1231 18.9516

Results
free energy: -270674.872 eV
free energy less fixed offsets of O -568.88, Si -635.61 eV per atom: -11.672 eV

Forces (eV/angstrom), in the order of the atoms: element, x, y, z
Si 0.0216 0.1072 -0.1533
Si -0.0426 -0.0643 -0.065
Si -0.0589 0.1013 -0.055
Si 0.0079 -0.0915 -0.0435
Si -0.0787 0.0457 -0.1845
Si 0.0164 0.0756 -0.0058
Si -0.0021 -0.0472 -0.021
Si 0.0271 -0.0211 0.0149
Si 0.034 0.1381 -0.0702
Si -0.0047 -0.1634 -0.0935
Si 0.0216 0.1626 -0.0654
Si 0.0347 -0.161 -0.066
Si -0.0443 0.1522 -0.1104
Si -0.0248 -0.1175 -0.015
Si -0.0185 0.1391 -0.0865
Si -0.0432 -0.1158 -0.0069
Si 0.024 0.013 0.0493
Si 0.053 -0.0327 -0.0023
Si 0.0722 0.0127 -0.0015
Si 0.0141 -0.0498 0.0229
Si 0.0055 0.0366 0.0302
Si -0.0492 -0.0459 0.0048
Si -0.0392 0.0329 0.0046
Si -0.0602 -0.0482 -0.0146
Si -0.0077 0.0619 0.0488
Si 0.0147 -0.0515 0.0144
Si -0.0083 0.0594 0.0104
Si -0.0037 -0.0699 0.0169
Si 0.0059 0.021 0.0545
Si 0.0052 -0.0628 0.019
Si 0.0182 0.0449 0.0243
Si -0.0004 -0.0359 -0.004
Si -0.0364 0.0036 -0.0135
Si -0.0335 0.0072 -0.0104
Si -0.0653 0.0038 -0.0084
Si 0.0032 0.0241 0.0248
Si 0.0479 0.0226 -0.0154
Si 0.0018 -0.0018 0.0104
Si 0.0688 0.0097 -0.028
Si 0.0122 -0.0061 0.0413
Si 0.006 0 -0.0866
Si -0.0023 0.0039 -0.013
Si 0.0053 0.0009 -0.0945
Si -0.0005 0.0076 0.0006
Si -0.005 0.0158 -0.0779
Si 0.011 0.0127 -0.0034
Si -0.0123 -0.0055 -0.0849
Si 0.0007 0.0125 -0.0175
Si 0.0201 -0.0068 0.012
Si 0.0189 0.0025 -0.0004
Si 0.0419 0.0019 0.0126
Si 0.0059 -0.0041 0.0081
Si 0.007 0.0035 0
Si 0.0094 -0.0004 0.0356
Si 0.0094 0.0004 0.0026
Si 0.0079 0.0064 -0.0062
Si -0.0223 -0.0266 -0.0045
Si 0.0047 0.0008 0.0132
Si -0.033 0.0021 0.0011
Si -0.0171 0.0088 0.007
Si 0.0032 -0.0038 0.007
Si 0.0003 0.001 0.0143
Si 0.003 0.0044 0.0099
Si 0.0009 -0.0041 0.0147
Si 0.1399 -0.0632 -0.1859
Si -0.0422 0.0932 0.0624
Si 0.0486 0.085 -0.1458
Si 0.0904 -0.0442 -0.1592
Si -0.0256 -0.1487 -0.1053
Si 0.0438 0.1775 0.0509
Si -0.022 -0.1117 -0.0456
Si 0.0307 0.057 -0.0956
Si -0.2278 -0.1907 -0.1923
Si -0.0405 -0.0813 0.1776
Si -0.0152 0.1181 0.1441
Si -0.2221 0.134 -0.1564
Si 0.0205 -0.1729 0.1205
Si 0.0351 0.1665 0.1591
Si 0.0904 -0.1135 0.0844
Si 0.0196 0.1265 0.1293
Si 0.0701 0.2223 0.0159
Si 0.058 -0.1277 -0.0559
Si 0.0004 -0.0227 -0.0119
Si 0.1308 -0.3336 -0.2015
Si -0.1 0.0732 0.2476
Si -0.1532 0.2654 0.0664
Si -0.0634 -0.1664 0.0058
Si -0.0187 0.1954 -0.1295
Si -0.1306 0.1578 -0.083
Si 0.0825 -0.0936 -0.0899
Si -0.0254 0.182 -0.1926
Si 0.0714 -0.2357 -0.0317
Si 0.1568 -0.0643 -0.004
Si 0.0106 0.0588 0.2172
Si 0.0699 -0.2612 -0.2953
Si -0.1739 0.1444 -0.0604
Si 0.0059 -0.0039 -0.0005
Si 0.0075 0.002 0.0046
Si 0.0023 0.0234 -0.0159
Si -0.0074 -0.0029 -0.0104
Si -0.0436 -0.0294 0.0141
Si -0.0279 -0.0123 -0.0242
Si -0.0051 0.0026 0.002
Si -0.0062 -0.0212 0.0028
Si -0.0167 0.0131 -0.01
Si -0.0178 0.0252 -0.0241
Si -0.005 0.0155 -0.0203
Si 0.0142 0.0232 -0.0163
Si 0.0095 -0.0069 0.0027
Si 0.0129 -0.0156 -0.009
Si 0.0118 0.0077 0.0065
Si 0.0168 -0.034 -0.0196
Si -0.0064 -0.0198 0.0145
Si -0.0329 0.0014 0.0312
Si -0.0197 -0.0321 -0.0127
Si -0.0332 0.0203 0.009
Si -0.0178 0.0189 -0.0032
Si 0.0114 -0.0126 -0.0185
Si -0.0003 -0.0512 -0.0261
Si 0.0416 0.016 -0.0187
Si 0.0711 0.0003 0.0519
Si -0.0033 -0.0131 0.0306
Si 0.0437 -0.0276 0.0707
Si -0.0072 -0.0446 0.0565
Si -0.041 0.0287 0.0546
Si 0.0378 -0.032 0.0678
Si -0.0281 0.0423 0.0549
Si 0.0189 -0.0214 0.0598
Si 0.0016 -0.0098 0.0255
Si 0.0437 -0.0072 -0.0154
Si 0.0135 -0.0171 0.0272
Si 0.0091 0.0108 0.06
Si -0.0052 -0.0208 0.0635
Si 0.0365 0.0073 -0.0062
Si -0.0318 0.0271 0.0347
Si -0.0151 0.0359 0.0315
Si -0.0372 -0.0315 -0.0345
Si -0.0048 -0.0209 -0.003
Si -0.0009 0.0597 0.011
Si -0.0875 0.045 -0.0208
Si 0.0031 -0.0304 0.0062
Si 0.0051 -0.0054 -0.0086
Si -0.0258 0.0007 0.0255
Si 0.0354 -0.0035 -0.0017
Si -0.0426 0.1608 0.0767
Si -0.0215 -0.0548 0.0141
Si 0.0036 0.0067 0.0026
Si -0.0383 -0.0092 -0.0145
Si 0.0265 -0.0532 0.0114
Si -0.0087 -0.0983 0.1423
Si 0.037 0.085 0.0717
Si 0.0904 0.0747 0.0435
Si 0.0176 0.1442 0.0705
Si 0.0429 -0.0918 0.1032
Si -0.0057 0.1046 -0.0454
Si 0.0472 -0.1636 0.0679
Si 0.013 -0.0366 0.0164
Si -0.034 0.1209 0.1112
Si 0.0257 -0.09 0.0679
Si -0.0279 0.0756 -0.0142
Si 0.0174 0.041 0.0386
Si 0.0394 -0.0028 0.0128
Si 0.0189 -0.0193 -0.051
Si -0.0087 -0.096 0.0076
Si 0.0031 0.0353 -0.0016
Si -0.0125 -0.0215 0
Si -0.0005 0.0633 -0.002
Si 0.0293 -0.0414 0.0133
Si -0.002 0.1133 0.024
Si 0.018 -0.0745 0.0128
Si 0.0123 0.0275 0.0161
Si 0.037 -0.0763 -0.0185
Si -0.0105 -0.0313 -0.0005
Si -0.0225 0.0711 0.0028
Si 0.0311 0.0349 -0.0193
Si -0.0325 -0.0478 -0.0087
Si -0.0013 0.0476 0.0146
Si -0.016 -0.0052 0.0029
Si -0.0198 0.0097 -0.0026
Si 0.0022 0.016 -0.0066
Si 0.0106 -0.0057 0.0134
Si 0.0051 0.0131 -0.0002
Si 0.011 0.0035 0.0148
Si -0.011 0.0039 -0.0113
Si -0.0183 -0.0117 0.0161
Si -0.0126 -0.006 -0.0083
Si -0.037 -0.0109 0.0075
Si 0.0026 0.029 0.0009
Si -0.0278 -0.0306 0.0031
Si 0.0075 -0.0366 0.0151
Si -0.02 0.0227 0.0047
Si 0.0121 0.0154 -0.006
Si 0.0278 -0.0118 0.0114
Si -0.0128 -0.0006 0.0029
Si 0.0514 0.011 0.0039
Si -0.0186 -0.0144 -0.0035
Si 0.0058 0.0178 -0.0066
Si -0.0042 -0.0136 -0.0047
Si 0.0285 -0.0023 0.0019
Si 0.0186 0.0071 0.0011
Si -0.0048 -0.0065 -0.0095
Si 0.0329 0.0108 -0.0095
Si -0.004 -0.0144 0.0031
Si -0.0314 -0.0062 -0.0002
Si -0.008 0.031 -0.0086
Si -0.0301 -0.0073 -0.0042
Si -0.0163 -0.0074 -0.0065
Si 0.0214 -0.0316 -0.0049
Si -0.0086 0.0264 -0.0185
Si 0.028 0.026 -0.011
Si -0.0059 -0.0181 0.0053
Si -0.025 0.0251 -0.0118
Si 0.0172 -0.0311 0.0059
Si -0.0137 -0.0046 -0.0161
Si 0.0156 0.0378 0.0133
Si -0.0143 0.0104 -0.0111
Si -0.0068 0.0599 -0.0332
Si -0.0035 -0.0088 -0.0111
Si -0.0157 -0.0527 -0.0396
Si 0.0481 0.026 -0.0008
Si 0.0167 0.0037 0.017
Si 0.0326 -0.0592 0.0004
Si -0.0159 0.0083 0.0032
Si -0.0091 0.0646 0.0142
Si -0.0338 0.0131 -0.0078
Si -0.0173 -0.0399 -0.0198
Si 0.0205 -0.0526 -0.0256
Si -0.006 0.0026 0.0277
Si 0.0279 0.0282 -0.0104
Si 0.0065 0.0457 0.0739
Si -0.0028 -0.0272 0.0669
Si -0.0388 0.0058 0.0467
Si -0.0011 0.0408 0.1304
Si -0.0209 0.0011 0
Si -0.0198 -0.0672 0.0433
Si 0.0347 0.0322 -0.0133
Si -0.0258 -0.0158 0.0768
Si 0.0328 0.0255 -0.0277
Si 0.0237 -0.0075 0.0636
Si -0.0084 0.0083 0.112
Si -0.0221 -0.0087 0.0007
Si 0.0008 -0.0201 0.0023
Si 0.037 0.0255 -0.0377
Si 0.046 -0.0005 -0.0027
Si 0.0363 -0.0522 -0.0236
Si -0.0344 -0.0258 0.081
Si -0.0351 -0.0104 -0.0412
Si -0.0027 -0.0185 -0.0221
Si 0.0012 -0.0139 0.0415
Si 0.0008 0.021 0.0991
Si 0.0197 -0.0227 0.1095
Si -0.0094 0.0009 0.0979
Si 0.0359 -0.015 0.0845
Si -0.0253 -0.0137 -0.0065
Si 0.0024 0.0261 0.0873
Si 0.0109 -0.0269 0.1127
Si 0.0097 -0.0013 -0.0056
Si -0.024 -0.0479 0.0079
Si 0.0024 -0.0147 -0.0377
Si -0.0048 -0.0347 -0.04
Si -0.01 0.0285 0.0063
Si 0.01 -0.002 0.0746
Si -0.0009 0.0454 0.012
Si 0.0197 0.0278 0.0189
Si -0.043 -0.0064 -0.0365
Si -0.0455 -0.0184 -0.0054
Si -0.0025 0.0094 -0.0222
Si 0.0172 -0.0087 -0.0101
Si -0.0072 -0.0076 -0.1238
Si 0.0006 -0.0554 -0.0322
Si 0.0406 -0.0293 -0.054
Si 0.0473 0.0206 -0.031
Si -0.0162 0.0208 -0.0175
Si 0.0186 0.0317 -0.04
Si 0.0258 -0.0217 -0.085
Si 0.0185 0.0409 -0.0127
Si -0.0489 -0.0066 -0.0412
Si 0.0478 -0.0163 0.1419
Si -0.0107 0.0319 -0.0555
Si 0.0034 0.0236 -0.0556
Si 0.0134 0.039 -0.0756
Si -0.028 0.0079 -0.0326
Si -0.0359 -0.0119 -0.0329
Si -0.0097 -0.0324 -0.011
Si 0.0369 0.0046 -0.0272
Si 0.0204 0.0044 -0.0439
Si -0.0133 -0.0075 -0.0064
Si 0.0413 -0.0254 -0.0056
O 0.0004 -0.0291 -0.0672
O -0.0102 -0.0357 -0.0385
O -0.0077 -0.0141 -0.0204
O 0.0097 -0.017 -0.0646
O 0.0001 -0.0052 -0.0028
O -0.0043 -0.0087 -0.0632
O 0.0046 -0.0092 -0.0133
O 0.0058 0.0052 -0.0677
O -0.0005 -0.0187 -0.0309
O -0.0113 0.0472 -0.124
O 0 -0.0619 -0.1112
O -0.0215 -0.0235 -0.0787
O -0.0152 0.0591 -0.0905
O 0.0069 0.0026 -0.0706
O -0.0212 -0.0034 -0.0024
O -0.0092 -0.009 -0.0266
O 0.0055 -0.0101 0.0091
O -0.0018 -0.0067 0.0099
O -0.0081 -0.0509 -0.0583
O -0.0173 0.003 0.013
O -0.0028 0.0304 -0.0753
O 0.0059 -0.0254 -0.1085
O 0.0041 -0.0219 -0.0982
O 0.0194 0.0125 -0.0291
O -0.0052 0.0186 -0.0804
O -0.0059 0.0156 0.0141
O 0.0683 0.0141 -0.0964
O 0.0033 0.0113 -0.0294
O -0.0021 0.0805 -0.0973
O 0.0066 0.0362 -0.078
O 0.0185 -0.023 0.0691
O -0.0057 -0.0095 0.0075
O -0.0064 -0.0194 -0.0627
O 0.0052 0.0234 -0.0351
O 0.0009 0.0124 -0.0475
O -0.0048 0.0125 0.0033
O -0.0169 -0.0041 -0.0347
O 0.0184 0.0011 0.0213
O 0.0052 -0.0054 -0.0232
O -0.0006 0.0056 -0.0546
O -0.016 -0.015 0.098
O 0.0234 -0.007 0.0657
O 0.0065 -0.0381 0.0603
O -0.0023 0.0175 0.0486
O -0.0109 -0.001 0.0233
O 0.0019 -0.03 0.1044
O 0.0012 0.0145 0.0621
O 0.0148 0.0015 0.0266
O -0.0308 0.0057 0.0634
O -0.0147 0.0088 0.082
O -0.0019 0.0087 -0.0035
O -0.0159 0.0347 0.0654
O 0.0015 0.018 0.0057
O -0.0513 -0.0345 0.0735
O 0.0028 0.0317 -0.0614
O -0.0112 -0.0085 -0.0663
O 0.0095 0.0254 0.0224
O -0.011 0.0029 0.0271
O 0.0065 0.0107 -0.0169
O -0.017 -0.0189 -0.0682
O -0.0014 -0.0252 0.0628
O 0.0025 -0.017 0.0329
O -0.0085 -0.0177 0.0464
O -0.0091 -0.0108 0.0234
O -0.0126 -0.0102 0.0262
O 0.0043 -0.0196 0.0183
O 0.0046 -0.0409 0.1224
O -0.0018 0.0117 0.0645
O 0.0174 0.0044 0.0029
O -0.0008 0.0011 0.016
O 0.0071 0.0013 0.0134
O 0.0009 -0.0102 0.0693
O -0.0134 -0.0139 0.0308
O -0.0042 0.0043 0.0282
O -0.0031 -0.0075 -0.0067
O 0.0531 -0.0384 0.0428
O 0.0348 0.0062 -0.0009
O -0.0065 0.0189 0.0163
O -0.023 0.0205 -0.0722
O 0.0079 0.0091 0.0384
O 0.0023 0.0025 -0.0468
O -0.0164 -0.0191 -0.0075
O -0.0241 -0.004 0.0861
O -0.0081 0.0146 0.0612
O 0.0007 -0.0044 0.012
O -0.0052 -0.0231 -0.0009
O 0.0089 0.0282 0.072
O -0.0034 -0.0263 -0.0001
O -0.0341 0.0089 0.0032
O 0.0224 0.0072 -0.0076
O 0.0138 0.002 0.0603
O 0.0001 -0.0014 -0.0129
O 0.0084 -0.0442 0.1133
O 0.0073 0.0024 -0.0038
O 0.0106 -0.0048 -0.0752
O 0.0181 0.0078 0.0251
O -0.0171 -0.0229 -0.0486
O -0.0226 -0.0096 -0.0066
O 0.0044 -0.0157 0.0177
O 0.0173 0.0137 0.0185
O 0.002 0.0289 0.1114
O -0.0031 0.0042 0.1195
O 0.0124 0.025 0.0347
O -0.0116 0.0088 0.0353
O 0.0024 -0.0144 0.0014
O 0.0168 0.0027 0.0096
O -0.0008 -0.005 -0.0545
O -0.0137 -0.0038 0.0423
O -0.0133 0.0022 0.0093
O 0.0121 -0.0487 0.0923
O -0.0138 -0.002 0.0067
O 0.0108 0.0044 0.0209
O -0.013 -0.0083 0.0143
O 0.0052 -0.0021 -0.0014
O -0.0128 -0.0211 -0.0347
O 0.0159 0.0092 0.0919
O -0.0289 0.0293 -0.0347
O 0.0313 -0.0031 -0.0454
O 0.0117 0.0072 -0.0132
O -0.0183 0.013 -0.0725
O 0.0096 0.0115 -0.0072
O -0.0168 0.0143 0.0016
O -0.0175 -0.0239 0.0124
O 0.003 0.01 -0.0607
O 0.0215 0.0074 0.0247
O 0.0083 -0.0001 -0.0449
O 0.0268 -0.0044 0.0061
O 0.0172 -0.0026 0.0384
O -0.0304 0.0083 0.0178
O 0.0245 0.0017 0.0089
O 0.0066 0.0048 0.0228
O -0.0168 -0.008 -0.0713
O -0.0024 -0.0037 -0.0109
O -0.0084 -0.0052 -0.0673
O 0.0212 0.0068 0.0282
O -0.002 -0.0044 0.0187
O -0.0156 -0.0042 0.0566
O 0.0086 -0.0099 0.0119
O 0.0318 -0.0256 -0.0445
O -0.0203 0.012 0.0404
O -0.0043 0.0227 0.0066
O 0.0007 0.009 0.0352
O -0.0145 -0.0009 0.0015
O -0.0045 0.002 0.0029
O -0.0051 -0.0094 -0.0381
O 0.0105 0.0312 0.0082
O -0.0127 -0.0094 -0.0115
O -0.0181 -0.0349 0.0413
O 0.0214 0.0325 0.0406
O 0.0098 -0.0116 0.0359
O 0.0106 0.0267 0.0207
O -0.0313 0.0242 -0.0365
O -0.0188 -0.0199 -0.0197
O -0.0188 -0.0198 0.0144

The program warned: the cutoff lies below the one the program advises for these potential files; the exchange-correlation potential is rough where the density is thin.
